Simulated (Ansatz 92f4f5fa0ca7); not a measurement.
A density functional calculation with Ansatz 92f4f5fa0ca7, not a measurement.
Periodic cell of 158 atoms, Si90O68, from a study of silicon, its oxide and their interface. The atomic structure is a simulated model.

Settings
functional: r2SCAN
potential files: Ansatz norm-conserving
basis: plane waves
wave-function cutoff: 1300 eV
density cutoff ratio: 4
exchange-correlation grid ratio: 1
k mesh: 2 x 2 x 1, shifted by 0.5 0.5 0.5 of a step
self-consistency stop: 5e-08 eV per atom in the density residual
occupations: Fermi-Dirac, 0.05 eV
spin: none
net charge: 0

Cell vectors (angstrom)
a	10.88	0	0
b	0	10.88	0
c	0	0	21.8276

Atoms and the computed forces on them: element, x, y, z (angstrom), force x, y, z (eV/angstrom)
Si	-0.4333	0.1994	0.8256	1.1972	0.2338	-0.8113
Si	2.6797	2.4523	0.7453	-2.8511	1.2063	-0.8786
Si	-0.0586	5.525	-0.1567	1.147	-0.0946	1.3059
Si	3.118	7.9094	0.0302	0.2783	-2.5933	1.0575
Si	4.8947	0.4673	-0.1264	2.2184	-2.6855	-0.32
Si	8.7051	2.779	-0.1417	-1.4806	-0.5339	-1.0788
Si	5.1416	5.5452	0.0848	-1.1116	-0.7277	-1.1589
Si	8.7953	8.0304	-0.1698	-0.4859	0.588	1.9031
Si	1.1212	1.4322	1.9715	0.5259	-0.3827	1.4948
Si	3.8454	4.1741	1.7307	2.5405	-0.3188	-1.7422
Si	1.2302	6.6352	1.643	3.2412	-0.6294	-3.2591
Si	4.2558	9.5107	1.1744	-0.9288	1.3671	0.7823
Si	6.8449	1.5791	0.9863	-1.0244	0.7164	-0.6297
Si	9.3369	4.5334	1.3302	1.2915	-2.445	-0.9338
Si	7.0106	6.9051	0.9097	-1.2804	0.0575	-0.4947
Si	9.3197	9.373	1.7622	-1.2899	-0.2143	0.1528
Si	-0.0891	3.3412	2.8065	-0.2983	-2.0078	-0.0878
Si	2.885	-0.1667	2.9549	-0.5864	0.4393	-1.6219
Si	-0.2303	7.7778	2.7628	0.0468	1.8197	2.3123
Si	2.8472	5.5857	3.0368	-1.8772	0.7137	1.1194
Si	5.7177	2.9642	2.685	-1.5085	-1.014	-1.8046
Si	7.763	0.3679	2.7411	1.2806	-1.4569	-0.2304
Si	5.6568	8.2143	2.3496	0.4365	0.0679	1.0605
Si	7.9118	5.7306	2.5995	0.675	-1.5262	1.9578
Si	1.4293	4.1399	4.3626	-0.6097	1.3153	-0.9879
Si	4.2687	1.5445	3.8145	-0.2018	-1.8577	0.7773
Si	1.2241	9.4474	3.9643	0.7535	-1.3698	0.6622
Si	4.2833	7.1348	4.0144	-0.4253	-0.4393	0.0548
Si	6.7113	4.191	4.2153	1.303	1.7288	-0.0337
Si	9.5052	1.5077	3.8468	-0.1919	1.4634	1.3432
Si	6.9428	9.4089	3.9945	-0.3356	-0.0528	-1.7294
Si	9.6579	6.2332	4.2839	-0.9331	2.1511	-0.9887
Si	-0.1833	-0.1263	5.2183	-0.0936	1.3407	0.8643
Si	2.631	2.5014	5.1902	0.5036	-0.8241	0.8693
Si	0.1665	5.2882	5.9471	-0.3005	-0.315	-0.3531
Si	2.6627	8.2009	5.4537	0.3002	0.1658	-0.2788
Si	5.6224	-0.0421	5.0691	-2.7589	-0.8232	0.5549
Si	8.2485	3.0485	5.5439	0.1142	-2.0624	-0.9637
Si	5.5271	5.7688	5.4559	-1.4306	-2.0531	-0.4593
Si	8.3118	8.0236	5.1936	1.288	-0.2993	1.1074
Si	1.1276	1.3729	6.7117	0.7441	-0.6656	-0.2452
Si	3.9306	3.9197	6.4489	1.7482	0.1557	-1.0666
Si	1.5708	6.7364	7.0773	-0.7707	0.3167	-0.5914
Si	4.228	9.4601	6.6649	-1.4694	1.0694	-0.5921
Si	6.7819	1.3014	6.3101	2.3079	1.7776	2.346
Si	9.545	3.975	7.2608	0.1413	0.9856	-0.175
Si	7.0905	6.7812	6.7025	-0.5473	1.1713	0.7092
Si	9.5302	9.4013	6.7855	0.8802	-1.9691	-1.3611
Si	0.0405	2.6028	8.5013	-1.0808	-1.2614	0.5015
Si	2.4902	-0.1658	7.9328	1.8917	0.2437	0.9537
Si	-0.0939	7.8169	8.3455	-0.5851	1.3163	0.1392
Si	2.7773	4.9958	7.955	-0.3496	0.8472	3.7571
Si	5.3655	2.5712	7.6604	-0.1436	0.6042	-0.0915
Si	8.1336	-0.1274	7.8376	0.114	1.5706	-0.4573
Si	5.4658	8.0341	7.9326	1.7836	-0.3457	0.5756
Si	8.1666	5.5778	8.3708	-0.9115	-0.4171	1.4975
Si	1.461	3.7982	9.9956	0.6451	1.5919	-0.2932
Si	4.4202	0.9473	9.0292	0.061	-1.5967	-1.6455
Si	1.1646	9.4511	9.447	-1.0731	-1.5465	1.9116
Si	4.4039	6.3973	9.2671	0.2796	0.2336	1.2748
Si	6.2903	4.2162	9.2347	-0.6973	1.8178	-0.9224
Si	9.6777	0.5743	9.4685	0.0289	1.7359	-0.566
Si	6.8088	9.6225	9.2133	-1.6657	-2.0498	-0.1171
Si	8.8564	7.2922	10.1785	2.4783	-0.561	-0.8027
Si	-1.3979	0.6474	14.427	-6.0967	3.7325	-1.6952
Si	3.0687	8.0601	11.5943	-0.7496	1.0081	-2.177
Si	2.7441	5.1265	12.3994	-3.7499	-0.792	0.3425
Si	9.8768	6.2598	13.0248	0.5832	2.2431	-0.6843
Si	3.9864	10.6609	13.3082	1.6952	-1.3433	0.2879
Si	7.8307	6.5381	15.1018	3.0492	-1.6205	0.9748
Si	9.1459	3.3236	13.3074	1.3239	0.4085	1.9603
Si	6.2767	5.8363	17.4187	-0.5472	-0.6759	1.5701
Si	3.3339	2.2958	11.5524	-1.2263	1.6536	0.3212
Si	12.1256	5.7985	14.8894	1.0633	3.5581	1.6481
Si	10.7673	7.923	18.1865	-1.2022	-1.2579	-1.7737
Si	5.4134	0.9006	18.9148	-1.0249	-3.3233	-0.7625
Si	0.1621	10.1266	16.2482	0.8381	2.6147	-1.6433
Si	4.5209	10.0453	16.3586	-0.6552	3.1725	1.2353
Si	6.7283	0.7318	13.4809	-2.8818	0.3647	2.8204
Si	7.6556	2.2391	11.2066	-1.5482	-2.982	-2.0892
Si	7.0234	8.5317	16.9218	-2.0458	1.6172	2.2856
Si	7.5619	13.2844	15.6679	2.0563	-1.2387	3.6587
Si	1.3808	3.5191	19.8972	-0.4926	-2.2684	1.2755
Si	0.1946	0.7503	18.7123	-2.0546	3.6	1.9277
Si	2.2865	8.3126	16.6114	0.629	-1.2942	-2.1623
Si	10.0973	5.256	16.9692	3.0624	-1.8607	1.8568
Si	8.275	3.8904	18.5272	0.8425	-1.5667	-2.2589
Si	4.4659	3.9283	19.2167	0.0538	0.4087	-1.8155
Si	8.16	10.3076	19.2852	2.0284	-1.2242	1.8769
Si	11.9356	9.4525	20.4147	0.561	-1.545	-3.0741
O	-1.3119	1.3943	0.0745	0.7216	-0.4341	-0.7447
O	2.3317	-2.4877	-1.2793	-2.0705	1.94	-1.1369
O	1.4881	2.8468	-0.4066	2.0894	0.5485	-0.4484
O	3.6784	1.3678	0.1967	-0.7585	1.2303	-0.9272
O	-1.0833	6.7527	-0.3996	-0.6555	1.8845	-1.7319
O	0.612	4.8893	-1.5361	-0.7038	1.0515	0.1781
O	0.5398	10.0234	-0.086	-0.6272	1.2079	1.73
O	4.2522	6.7649	-0.584	-1.4336	1.3641	1.114
O	7.0078	0.5223	-2.5482	-1.3937	0.9721	-0.6843
O	4.7455	-0.0496	-1.7194	0.4843	1.5898	1.0316
O	2.8068	3.7261	-2.6676	1.4456	0.8903	0.2738
O	8.4891	3.2072	-1.8646	-0.4032	-0.3856	2.3761
O	5.1441	4.5557	-1.3153	0.2592	0.1299	1.6695
O	9.8312	3.9203	-3.9335	-1.653	1.8506	-0.9111
O	10.6702	8.6902	-2.2392	0.9933	-0.9046	0.3806
O	8.5459	9.4054	-0.9734	-2.0998	1.2525	-3.7348
O	1.6094	5.1682	11.0522	1.0369	-2.0792	0.5702
O	2.9779	6.721	12.4914	0.9875	-0.2884	0.4059
O	3.5951	3.7473	12.3274	0.8804	0.1718	-1.3122
O	4.2048	1.8223	10.3203	-0.329	1.6908	1.9301
O	-0.1241	10.3979	10.0425	0.8937	-0.1732	-0.0985
O	1.663	8.5007	10.8503	0.2792	1.277	-1.091
O	5.3277	5.2752	10.2708	0.1577	-0.2044	-2.8141
O	4.0668	7.6889	10.3301	-0.3646	-1.0181	0.4814
O	3.5176	9.3777	12.4197	-0.121	0.1857	0.6367
O	6.8319	2.9582	10.0199	1.3536	-1.6896	1.9761
O	8.5379	3.2952	11.8678	0.9269	2.3982	-0.2389
O	8.6249	0.9846	10.6575	-1.3794	1.44	0.9872
O	3.7378	10.4768	14.9261	1.169	0.0372	0.8548
O	5.5527	10.7111	9.5699	0.8983	-0.417	0.3697
O	7.8814	8.5918	10.2061	-0.9192	0.9734	-0.073
O	9.9143	7.0243	11.5356	-1.7988	-0.5906	-0.3432
O	-2.762	0.1246	13.5094	4.7074	-1.6117	1.3907
O	-0.9658	1.8321	13.3931	0.5274	2.1149	0.9067
O	6.6164	1.8618	12.409	-0.1042	0.9621	-2.5293
O	9.2168	5.7752	15.8383	-4.9091	1.0423	-3.3395
O	2.2825	7.0482	15.5425	-0.2918	-0.6069	-0.3827
O	10.0476	4.6942	13.0422	-0.1162	-2.8782	0.9734
O	11.0405	6.7869	14.067	-0.0289	-0.9763	-0.5618
O	5.6381	10.4832	13.2599	-1.4185	0.2826	-0.4081
O	8.3673	6.5758	13.5441	-2.0533	0.1385	1.7628
O	3.5281	1.206	12.6654	-0.282	-2.117	1.9384
O	10.3672	10.3691	14.7627	2.7302	-2.3753	1.5346
O	5.0907	4.9011	17.979	-1.7368	-0.7793	-0.067
O	-3.411	5.3263	18.4711	0.9414	-1.1664	-0.8731
O	6.432	5.8319	15.7297	1.7119	0.2695	0.3892
O	6.4506	1.5365	14.9568	-1.6535	-0.6898	-0.7614
O	12.6611	2.501	10.986	1.1508	0.0371	-0.1898
O	6.2062	7.4076	17.8332	0.1555	-0.0541	-1.873
O	11.5624	5.0487	16.2311	-0.4813	0.1374	-0.5332
O	12.9102	4.8034	13.9188	0.5292	0.5282	-1.4011
O	12.1573	10.7015	19.3904	1.5209	-0.7936	0.497
O	10.2506	8.9944	16.9306	-1.0279	-3.0671	3.3201
O	0.2742	0.6575	17.1374	-0.0926	-1.6179	-1.9432
O	5.0337	2.4135	18.9934	0.2693	1.9787	0.6514
O	1.5945	9.6061	15.8181	1.0234	-1.4335	1.5153
O	1.4274	7.6856	17.8127	0.3382	0.5862	0.714
O	3.7444	8.8785	17.1659	-1.6693	-1.0216	-1.4283
O	6.0613	9.656	16.2298	0.5703	-1.0852	-0.3626
O	0.4738	2.3892	19.1457	0.2867	-2.0299	-0.4718
O	7.9476	8.0187	15.7639	0.1334	-1.0417	-1.2651
O	4.5752	11.284	17.5635	1.2282	-0.8512	-1.0873
O	8.8204	1.3527	15.7802	1.1774	-1.2156	-1.2093
O	8.0621	3.4738	14.6294	2.2281	2.088	-3.6525
O	9.5537	11.1362	19.2761	1.2175	0.5893	-1.4179
O	7.7994	9.2347	18.1344	1.2496	0.7953	0.7356
O	10.0352	6.4038	18.0788	1.3209	4.2314	1.4546
O	7.6148	13.821	17.2401	-1.4829	0.6749	0.1179

Results
free energy: -42128.970 eV
free energy less fixed offsets of O -463.61, Si -117.95 eV per atom: 12.010 eV
pressure: -1.29 GPa
stress xx, yy, zz, yz, xz, xy (GPa, positive in tension): -0.56, 2.1, 2.33, -0.49, 1.17, 0.16
